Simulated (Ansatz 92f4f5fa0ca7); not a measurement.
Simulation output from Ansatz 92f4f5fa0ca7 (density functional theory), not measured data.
Periodic cell of 148 atoms, Si92O56, from a study of silicon, its oxide and their interface. The atomic structure is a simulated model.

Settings: functional r2SCAN; potential files Ansatz norm-conserving; basis plane waves; wave-function cutoff 1300 eV; density cutoff ratio 4; exchange-correlation grid ratio 1; k mesh 2 x 2 x 1, shifted by 0.5 0.5 0.5 of a step; self-consistency stop 5e-08 eV per atom in the density residual; occupations Fermi-Dirac, 0.05 eV; spin none; net charge 0.

Cell vectors (angstrom)
a 10.88 0 0
b 0 10.88 0
c 0 0 22.3525

Atoms and the computed forces on them: element, x, y, z (angstrom), force x, y, z (eV/angstrom)
Si -0.4156 0.2786 -0.7763 -0.6684 1.7894 -1.3712
Si 3.9469 4.0735 -0.6601 0.4132 0.4016 2.5975
Si 1.2655 5.5464 -0.1025 -3.2779 0.2856 -1.8712
Si 2.9505 8.4505 -0.7399 -0.0772 0.0135 0.9101
Si 4.8423 0.5948 0.4253 1.1275 0.13 -0.6339
Si 10.4184 3.1115 -0.2336 -2.3005 2.6703 -1.9428
Si 6.0305 5.5757 -0.1612 -1.0336 -0.5495 2.3004
Si 9.8476 10.1438 -2.7858 -6.8194 -1.1064 -0.2995
Si 0.6534 1.3604 1.1038 2.4452 -3.0926 4.2644
Si 4.1443 4.4389 1.6001 1.1791 -1.3694 -0.5181
Si 1.9755 7.294 1.1868 0.3942 0.3891 1.9257
Si 4.4239 9.2552 1.1316 -1.3932 -0.4278 -0.0062
Si 7.0307 1.5252 1.2122 -1.1594 0.4401 1.365
Si 8.6439 3.3404 1.2519 0.1832 0.4902 -0.0262
Si 6.9549 6.9589 1.5484 1.9932 2.0303 -1.6587
Si 8.8547 9.6905 1.4221 3.7728 -5.7451 -3.673
Si -0.1613 2.8491 2.8593 -0.7667 -1.1422 -0.2336
Si 2.903 -0.1437 2.6775 0.4196 -0.5665 0.1623
Si -0.0875 8.1762 2.7853 0.8555 1.4776 -1.1748
Si 2.6545 5.5398 2.8027 -0.5772 1.1831 0.4871
Si 5.3772 2.7614 2.71 0.8721 -0.1141 -0.0344
Si 8.0872 0.0765 2.7947 -2.1524 3.4406 3.1176
Si 5.494 8.1446 2.7945 -0.0701 0.1596 0.7491
Si 8.1565 5.4682 2.7184 0.1383 -2.0643 0.1028
Si 1.36 4.08 4.1233 -0.1645 0.2268 0.1823
Si 4.08 1.36 4.1233 0.3527 -0.4725 -0.1019
Si 1.36 9.52 4.1233 -0.0555 -0.0944 -0.3615
Si 4.08 6.8 4.1233 0.244 0.1901 0.5812
Si 6.8 4.08 4.1233 -0.1892 0.2883 -0.063
Si 9.52 1.36 4.1233 -0.1146 0.2076 0.788
Si 6.8 9.52 4.1233 -0.0318 -0.0308 0.5709
Si 9.52 6.8 4.1233 0.4149 -0.563 0.0823
Si 0 0 5.4977 0.0406 0.0226 -0.0269
Si 2.72 2.72 5.4977 0.0939 -0.105 0.032
Si 0 5.44 5.4977 -0.1789 0.0672 0.3016
Si 2.72 8.16 5.4977 0.0444 0.1644 -0.0351
Si 5.44 0 5.4977 0.0793 0.2496 0.2136
Si 8.16 2.72 5.4977 0.2428 -0.6215 -0.2176
Si 5.44 5.44 5.4977 -0.4014 0.3949 -0.2333
Si 8.16 8.16 5.4977 0.0408 0.0569 0.0863
Si 1.36 1.36 6.8721 -0.2029 0.2164 0.2637
Si 4.08 4.08 6.8721 -0.0441 0.6094 -0.4211
Si 1.36 6.8 6.8721 0.5237 0.3945 0.3122
Si 4.08 9.52 6.8721 0.181 -0.7413 0.1683
Si 6.8 1.36 6.8721 1.1429 -0.2924 -0.2816
Si 9.52 4.08 6.8721 -0.3798 -0.2268 0.2028
Si 6.8 6.8 6.8721 -0.0061 -0.5067 0.0937
Si 9.52 9.52 6.8721 0.0724 0.2056 -0.1596
Si 0.034 2.7673 8.3131 -0.924 -1.6531 -2.0302
Si 2.7981 0.0464 8.2248 -2.2986 -1.6943 -1.3815
Si -0.0382 8.1956 8.2091 0.2453 0.0956 1.4019
Si 2.7545 5.4333 8.3095 -0.1194 0.3481 -2.0151
Si 5.8085 3.0612 8.0116 -1.6529 -1.1516 1.0724
Si 8.2679 0.0214 8.3358 -0.4822 0.9626 0.4961
Si 5.5568 8.1896 8.2348 -2.0921 -0.5961 0.2486
Si 7.5305 4.8163 7.9885 0.7315 0.3645 1.3696
Si 1.1181 4.284 9.337 -0.0643 2.6694 1.0876
Si 4.0207 0.8467 9.7761 1.4155 1.8817 3.4592
Si 1.2835 9.9387 9.8265 -0.8614 -1.641 1.0112
Si 4.0374 6.2588 10.0051 -0.5916 2.9421 -0.0353
Si 7.9737 5.1594 11.0058 -2.4216 0.6457 -1.9435
Si 9.9219 1.6356 10.0213 -0.9949 -1.1941 1.3855
Si 6.3174 9.5591 9.8957 -0.4319 1.1188 -1.746
Si 9.0881 8.3515 10.3628 1.1542 0.0603 0.3062
Si 0.6855 0.7759 11.8009 -2.3375 -1.1856 -0.4697
Si 2.3648 3.0164 11.7771 2.9395 -2.4032 1.2271
Si -0.7663 5.6868 10.3373 0.0396 0.4579 -2.4395
Si 1.8457 8.1639 11.6493 2.2796 -0.9604 -0.759
Si 5.5864 0.5306 13.592 1.2126 -1.3019 -0.9593
Si 7.713 3.0658 11.9833 -0.962 0.5094 1.5723
Si 5.2105 4.5882 10.8937 3.1312 0.0553 -1.0531
Si 6.2656 9.2034 12.115 -0.0101 0.9989 1.7028
Si 7.2801 7.6272 13.8683 -3.7748 -0.9768 3.2372
Si -0.9211 6.0365 12.5689 0.6366 2.0083 1.4426
Si -0.4861 7.236 19.8775 1.4646 1.348 2.094
Si 8.6602 3.4635 17.3895 3.2422 -0.159 -2.5931
Si 12.5435 9.0103 14.2578 2.6343 -3.2849 -4.0577
Si 7.9916 10.0278 15.3364 -13.5749 3.7341 0.792
Si 9.7423 9.667 13.753 1.4227 -2.5686 -3.333
Si 4.9169 8.1743 17.8172 -1.4906 0.0132 -0.0918
Si 4.9423 4.0405 13.0469 6.3812 2.0823 -0.9322
Si 2.1296 7.2963 16.582 4.5973 -3.0997 4.1794
Si 4.95 11.3575 17.5756 0.5395 1.494 3.5181
Si 2.8797 5.4053 20.3181 0.3306 1.2457 -2.6618
Si 5.5996 6.4788 19.423 -7.7258 -2.9428 4.3627
Si 7.8883 11.2997 17.1758 2.5989 -0.6396 2.3951
Si 11.0867 5.0946 18.2093 6.7233 0.9341 0.0688
Si -2.9841 3.019 20.3636 4.1982 -0.9983 0.9793
Si 7.2643 4.6748 14.6471 2.6342 -1.5625 0.335
Si 1.1872 8.8928 19.1972 -2.4012 -2.9716 -3.3615
Si 5.1234 12.1003 20.4604 -1.0474 5.0466 -0.6375
Si 13.8285 11.7408 15.2179 0.7755 1.5491 1.829
O 2.0899 -1.7492 -1.9601 2.1957 1.4682 2.6074
O -1.4368 1.8426 -1.5519 1.1967 0.0759 1.2226
O -2.9087 4.2529 -6.2993 -0.2394 -2.1645 2.977
O -0.6602 4.3802 -5.2601 -1.2599 -3.2749 0.3935
O 4.3139 7.7589 -2.9528 3.8526 1.8459 -2.2777
O -1.2752 10.0977 -0.0088 -2.2304 -1.2201 2.49
O 0.225 6.6652 -1.007 -0.7691 -0.1377 -1.2814
O 4.0715 7.4351 0.9169 -1.2805 1.3106 0.7861
O 8.6374 3.6004 -3.3563 -1.8152 1.3032 1.384
O 6.4516 2.5501 -2.2605 -0.7358 -2.3095 0.2236
O 13.198 -9.8171 1.7205 -2.9407 -0.2731 -1.3495
O 8.8371 -9.1253 -4.8999 -0.1017 2.1116 -1.7508
O 11.8281 2.6513 0.3094 3.4635 2.1197 -3.0593
O 3.1842 6.9375 -1.2347 -1.5189 -3.1668 -1.5261
O 8.2036 8.2604 0.9615 -2.4416 -1.4858 0.8495
O 1.5308 1.8736 12.7779 -0.8068 1.3191 -1.6862
O -2.0121 2.6048 10.9581 0.5185 -1.8132 -0.1016
O 8.59 7.1699 13.2089 6.119 -0.6469 -2.4037
O 8.162 3.6941 13.553 -1.0687 -0.1195 -0.3794
O 0.7492 6.4657 12.2096 -0.8226 1.7779 -0.1812
O 1.9231 4.2368 10.7743 0.2918 -2.3205 2.907
O -3.0134 8.8988 9.3821 1.0304 -0.6373 0.8398
O 1.9408 7.489 15.0004 -0.8082 2.0177 0.9533
O 6.0569 1.5262 12.3543 1.5244 1.5456 1.0623
O 4.2303 1.2357 14.2597 0.3854 -1.3078 -0.4249
O 5.7904 4.1212 14.3691 -1.6934 -0.6399 0.6978
O 3.5668 3.6098 12.9337 -9.6639 -2.7806 -1.0508
O 6.5069 10.8784 14.8754 0.4191 3.0336 -1.8773
O 8.0145 9.3937 12.1088 -0.9418 -0.1695 0.7137
O 5.9634 7.6779 12.8452 1.4818 1.722 -0.1948
O 3.0943 7.2786 10.919 -0.509 -0.0717 0.2306
O 20.217 9.4885 15.3174 10.4682 -3.3654 -0.3989
O 12.676 5.8481 17.5817 -2.986 0.5286 -2.8315
O 0.2312 8.5342 13.5626 -1.5676 2.8271 1.8008
O 6.4683 11.9665 17.4319 -2.6598 0.6046 0.3651
O 4.2722 12.0606 19.0296 2.6622 -2.3764 -0.8667
O 3.2172 12.7455 10.9408 -0.2417 -0.1578 -0.6816
O 6.9573 -13.0226 15.113 2.3352 -2.626 -1.4635
O 8.4139 3.6911 21.7916 -2.3449 2.0547 -1.1145
O 10.3863 10.8114 12.9116 2.0145 3.1527 -1.4338
O 16.0939 9.8106 17.4294 0.8203 -5.7465 1.815
O 3.657 11.426 16.7528 -3.0445 1.3892 -4.1422
O 13.6682 9.0777 12.8424 -4.2386 -2.5739 0.6114
O 7.1921 6.2402 14.749 -1.1029 -0.6833 0.2813
O 11.1912 10.2238 18.8532 3.9912 -0.0872 -3.1121
O -4.4128 5.8844 20.6863 0.3872 1.8295 -2.5848
O 1.3589 4.7328 19.7149 -0.0703 0.7854 -1.4209
O 3.9435 -3.3824 16.6705 -1.4034 0.4238 0.5786
O 4.747 12.8369 8.9138 2.3373 2.258 -1.0985
O -0.8978 6.085 18.7384 -0.4744 2.2446 2.1912
O 1.7967 8.2182 17.8603 -0.4445 2.7085 -0.8442
O 8.461 10.1397 18.332 1.5667 1.8191 1.2171
O 6.1906 7.0038 18.1607 2.5739 2.7182 -5.274
O 15.0807 13.7639 20.7632 0.5681 -3.8725 -0.2911
O 4.2544 16.2015 19.2733 0.5636 1.0141 0.6632
O 2.1433 10.3858 14.8101 -0.8203 0.0758 1.6528

Results
free energy: -36744.991 eV
free energy less fixed offsets of O -463.61, Si -117.95 eV per atom: 68.569 eV
pressure: -1.38 GPa
stress xx, yy, zz, yz, xz, xy (GPa, positive in tension): 1.9, 1.68, 0.57, -0.12, 1.01, 1.41
